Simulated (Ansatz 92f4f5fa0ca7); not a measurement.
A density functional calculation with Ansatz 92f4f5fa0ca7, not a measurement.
Periodic cell of 223 atoms, Si133O90, from a study of silicon, its oxide and their interface. The atomic structure is a simulated model.
Doubt: the cutoff is far below the 930 eV that the study's wrapper takes by default for these files, so forces and energies are approximate.

Settings
functional: PBE
potential files: Ansatz PAW
basis: plane waves
wave-function cutoff: 580 eV
density cutoff ratio: 5
exchange-correlation grid ratio: 1
k mesh: 1 x 1 x 1, Gamma-centred
self-consistency stop: 5e-08 eV per atom in the density residual
occupations: fixed
spin: none
net charge: 0

Cell vectors (angstrom)
a  10.938  0  0
b  0  10.938  0
c  0  0  32.3635

Atoms: element, x, y, z (angstrom)
Si  0.4692  -0.5577  24.7926
Si  5.5629  -0.2772  24.9531
Si  2.5735  2.9566  24.9746
Si  8.062  2.9616  24.7088
Si  0.3455  5.2341  24.876
Si  4.8397  6.0255  24.8594
Si  2.7135  8.2327  25.3524
Si  7.9472  8.5643  24.7482
Si  1.3723  1.2775  26.125
Si  6.7849  1.4498  26.0663
Si  4.0652  4.225  26.2479
Si  9.567  4.1239  26.1202
Si  1.2762  6.7802  26.3893
Si  6.774  6.8969  26.0388
Si  4.1729  9.5963  26.4925
Si  9.5813  9.5831  26.1296
Si  2.7173  0.0509  27.6347
Si  8.1976  0.0663  27.4955
Si  -0.0195  2.7016  27.5086
Si  5.4584  2.7762  27.5379
Si  2.7099  5.4737  27.6729
Si  8.1718  5.5032  27.4845
Si  -0.0841  8.2246  27.6093
Si  5.5416  8.149  27.6461
Si  4.1018  1.3673  28.9452
Si  9.5708  1.3673  28.9452
Si  1.3673  4.1018  28.9452
Si  6.8362  4.1018  28.9452
Si  4.1018  6.8362  28.9452
Si  9.5708  6.8362  28.9452
Si  1.3673  9.5708  28.9452
Si  6.8362  9.5708  28.9452
Si  0  0  30.3125
Si  5.469  0  30.3125
Si  2.7345  2.7345  30.3125
Si  8.2035  2.7345  30.3125
Si  0  5.469  30.3125
Si  5.469  5.469  30.3125
Si  2.7345  8.2035  30.3125
Si  8.2035  8.2035  30.3125
Si  1.3673  1.3673  31.6797
Si  6.8362  1.3673  31.6797
Si  4.1018  4.1018  31.6797
Si  9.5708  4.1018  31.6797
Si  1.3673  6.8362  31.6797
Si  6.8362  6.8362  31.6797
Si  4.1018  9.5708  31.6797
Si  9.5708  9.5708  31.6797
Si  2.7345  0  0.6835
Si  8.2035  0  0.6835
Si  0  2.7345  0.6835
Si  5.469  2.7345  0.6835
Si  2.7345  5.469  0.6835
Si  8.2035  5.469  0.6835
Si  0  8.2035  0.6835
Si  5.469  8.2035  0.6835
Si  4.1018  1.3673  2.0507
Si  9.5708  1.3673  2.0507
Si  1.3673  4.1018  2.0507
Si  6.8362  4.1018  2.0507
Si  4.1018  6.8362  2.0507
Si  9.5708  6.8362  2.0507
Si  1.3673  9.5708  2.0507
Si  6.8362  9.5708  2.0507
Si  0  0  3.418
Si  5.469  0  3.418
Si  2.7345  2.7345  3.418
Si  8.2035  2.7345  3.418
Si  0  5.469  3.418
Si  5.469  5.469  3.418
Si  2.7345  8.2035  3.418
Si  8.2035  8.2035  3.418
Si  1.2987  1.4335  4.7111
Si  6.89  1.3475  4.8877
Si  4.2084  3.9951  4.7176
Si  9.5421  4.1069  4.8691
Si  1.351  6.8384  4.7897
Si  6.868  6.7893  4.7523
Si  4.1311  9.5599  4.7275
Si  9.619  9.5389  4.8371
Si  2.834  0.1854  5.8951
Si  8.2175  -0.1138  6.2846
Si  -0.0635  2.6621  6.2258
Si  5.5984  2.8274  6.2839
Si  2.712  5.2938  5.8955
Si  8.2186  5.5544  6.2777
Si  0.144  8.2568  6.3006
Si  5.418  8.0951  6.0294
Si  3.8755  1.6997  7.3893
Si  9.9363  0.9233  7.5883
Si  1.6063  3.853  7.3729
Si  6.5501  4.5531  7.6991
Si  4.1228  6.5043  7.2279
Si  9.3659  7.1812  7.6155
Si  1.5396  9.9793  7.3882
Si  6.8805  9.1868  7.4778
O  10.9726  5.8959  23.3953
O  4.5256  0.0408  23.7104
O  8.0908  8.1756  8.0548
O  2.7414  2.7798  7.9189
O  7.1587  4.0734  23.8808
O  1.6779  9.2595  24.5451
O  5.2762  5.5748  7.9663
O  0.3168  -0.0309  8.0108
O  7.03  4.228  9.2543
O  5.7514  9.6351  8.6008
O  10.0927  6.5532  8.9643
O  2.8263  9.6474  8.7043
O  4.3393  0.8439  8.6915
O  1.0523  4.668  8.6836
O  9.289  1.3427  9.0335
O  2.9202  7.0505  8.2241
O  7.3828  6.2384  22.262
O  8.8674  2.1359  23.5274
O  5.0901  5.4936  23.3264
O  3.3203  2.413  23.6071
O  10.9177  -0.2496  23.2468
O  3.7237  7.2105  24.5104
O  1.4473  4.0635  24.5122
O  6.7511  9.6593  24.3732
Si  14.6283  1.0688  22.7678
Si  -1.2918  2.5855  22.1637
Si  0.7146  11.5389  22.05
Si  11.5941  0.7647  14.9393
Si  5.7809  -0.6399  11.9557
Si  11.6452  15.7246  12.6362
Si  9.3722  1.5414  10.6543
Si  5.2629  4.0381  19.9967
Si  9.8109  8.0421  13.5015
Si  10.3856  -2.9664  16.4638
Si  10.8308  5.2514  9.6483
Si  -0.303  5.4491  21.8543
Si  8.5529  -1.2934  11.4469
Si  8.7768  5.0343  13.1888
Si  7.2298  3.5442  15.5902
Si  12.2494  6.0417  15.3608
Si  5.6725  5.6698  17.3376
Si  4.4299  10.2728  9.3347
Si  13.4084  1.4596  18.691
Si  9.6666  0.758  19.8408
Si  -1.1134  2.2701  16.9724
Si  12.6086  9.8808  17.1795
Si  5.1571  1.1144  20.0497
Si  3.5698  7.7474  16.4094
Si  13.0137  4.1149  20.0338
Si  -3.6116  9.6686  19.7648
Si  8.3949  7.4412  21.8834
Si  2.559  2.401  13.3777
Si  5.6356  -1.4499  14.822
Si  2.8502  8.0773  9.506
Si  -3.5695  -2.6437  17.0214
Si  0.8028  11.6142  11.9845
Si  6.4853  4.97  22.6876
Si  1.5846  -7.1344  17.2152
Si  11.2108  8.7875  11.0114
Si  5.4322  1.4025  14.088
Si  8.1355  4.0657  10.4399
O  8.1613  2.556  11.0436
O  5.6481  -1.6956  13.2037
O  9.8224  1.5375  18.4275
O  3.6715  -6.6605  20.3874
O  -1.2926  8.8855  10.4624
O  0.0914  0.1904  20.5902
O  1.271  7.9349  10.0474
O  15.0676  2.3664  13.7959
O  17.9372  -1.2242  11.0148
O  12.5114  0.1648  18.2621
O  10.9349  6.4294  16.2795
O  10.2696  -2.3537  14.9566
O  7.8927  4.4538  14.4098
O  13.2465  12.1817  12.2473
O  6.7818  6.7879  16.9905
O  11.1021  11.2225  13.4533
O  12.942  4.6722  15.9102
O  19.6785  -0.5234  19.5373
O  0.2855  13.1019  22.3217
O  6.0596  0.8187  12.6901
O  5.6649  2.545  19.4223
O  -1.9705  1.794  20.9073
O  5.1129  0.0961  15.05
O  7.9719  5.0569  11.7378
O  12.5625  2.0681  14.6874
O  6.1633  4.1484  21.3412
O  1.7713  4.7365  18.5523
O  0.9296  10.2778  11.0736
O  3.8687  0.7428  19.1206
O  11.3462  8.882  17.4039
O  11.4872  5.456  11.1401
O  10.9092  12.788  11.1621
O  3.0268  -1.9727  17.3783
O  6.0653  4.3946  16.3794
O  -2.2447  8.1894  23.3182
O  0.9939  16.8507  13.779
O  10.1679  4.1518  13.0201
O  5.7004  5.1478  18.8858
O  9.5831  4.1879  21.8948
O  4.2181  6.4222  17.132
O  4.1307  8.2038  10.401
O  4.5648  -0.2804  10.9239
O  7.6278  8.4792  20.8645
O  1.8482  2.4509  19.889
O  8.9561  -2.8858  17.195
O  -1.1554  6.7505  21.2659
O  -2.3011  -1.9241  12.9379
O  9.0458  0.2343  11.5323
O  -0.6493  12.1253  15.8304
O  4.6264  8.3795  15.389
O  8.3862  2.9581  16.6065
O  2.3284  -3.6527  15.4837
O  -4.734  10.8057  20.1625
O  9.6151  4.1744  9.7435
O  13.4973  2.4828  17.3982
O  2.327  0.3861  22.1623
O  11.1012  8.1285  12.4936
O  6.5322  2.2815  14.8689
O  -1.7828  6.5606  13.5821
O  0.0089  3.4385  17.0672
O  11.9944  4.9298  21.0531
O  4.6707  1.4797  21.5565
O  7.0222  -1.7604  15.6748
O  12.4862  -0.3901  15.6837
O  6.7993  -1.9007  18.3601
O  12.9378  3.7911  12.7131

Results
free energy: -135731.660 eV
free energy less fixed offsets of O -568.88, Si -635.61 eV per atom: 3.670 eV

Forces (eV/angstrom), in the order of the atoms: element, x, y, z
Si  -0.0505  0.0646  0.1211
Si  -0.0076  0.0057  -0.042
Si  0.0139  -0.0198  0.0411
Si  0.0009  0.0123  -0.0385
Si  0.0313  -0.0069  -0.0974
Si  0.0636  -0.024  0.0383
Si  -0.0127  -0.0144  -0.0924
Si  0.0105  -0.0215  0.0157
Si  0.0065  -0.0383  -0.057
Si  -0.0002  -0.0078  0.0098
Si  0.0213  -0.0002  -0.0435
Si  -0.048  0.0294  -0.0114
Si  -0.0036  0.0181  0.019
Si  -0.0308  -0.0189  -0.041
Si  0.0097  0.0085  0.0061
Si  0.0697  -0.0162  -0.0391
Si  -0.0136  0.0471  0.0362
Si  0.0014  0.0051  0.0254
Si  0.0397  -0.0365  0.0507
Si  -0.0217  0.0152  0.0163
Si  -0.0174  -0.0387  0.0526
Si  -0.0011  0.0236  0.0182
Si  -0.045  0.0182  0.0221
Si  0.0236  -0.0172  0.0218
Si  0.0806  0.5229  0.1307
Si  -0.0965  0.0872  -0.2355
Si  -0.3168  -0.5342  0.1226
Si  0.1241  0.1678  -0.3812
Si  0.1585  -0.0612  0.5007
Si  -0.6039  -0.0981  0.034
Si  -0.1881  0.0174  0.0478
Si  0.5058  0.2428  -0.0585
Si  -0.0169  -0.0657  -0.0007
Si  0.0619  0.035  -0.066
Si  0.0137  0.0046  0.04
Si  0.0805  0.0108  -0.0449
Si  -0.083  -0.1587  -0.0523
Si  -0.0909  0.0087  0.0306
Si  0.0799  -0.0101  -0.0281
Si  0.0698  0.0533  0.0451
Si  0.0544  0.0217  -0.0185
Si  -0.0561  -0.0159  -0.0257
Si  -0.0091  -0.0126  0.0014
Si  -0.0102  0.0736  -0.001
Si  0.0327  0.0301  -0.041
Si  -0.0329  0.0219  -0.024
Si  -0.0793  0.0215  -0.0263
Si  0.0056  -0.0342  -0.0002
Si  0.0604  -0.047  0.0133
Si  0.005  0.0139  -0.0129
Si  -0.004  -0.0311  0.0303
Si  0.0083  -0.0058  0.0287
Si  -0.0098  0.024  0
Si  0.0414  -0.0325  0.0046
Si  0.0181  0.0142  0.0309
Si  -0.0076  -0.0507  0.0313
Si  -0.1439  -0.0393  -0.0363
Si  -0.0078  -0.0575  0.0249
Si  0.1464  0.0914  0.0309
Si  -0.0939  0.0495  -0.0395
Si  -0.0411  0.003  0.0476
Si  -0.0828  -0.0362  -0.0168
Si  0.0222  -0.0306  0.0037
Si  0.0989  0.1495  0.039
Si  -0.3147  -0.1446  -0.1852
Si  0.434  0.2855  0.1276
Si  0.1776  -0.1068  -0.5624
Si  -0.016  -0.0206  0.5001
Si  -0.3461  -0.0189  0.3134
Si  0.2621  -0.2569  -0.4464
Si  -0.1987  -0.0316  -0.0904
Si  0.3405  -0.0747  0.0897
Si  -0.1434  0.0264  -0.0511
Si  0.0014  0.0359  -0.0007
Si  0.0084  0.0343  -0.0291
Si  -0.0403  0.01  -0.0261
Si  0.0232  0.0223  -0.0348
Si  -0.0378  0.02  -0.0616
Si  -0.0589  0.0013  -0.0202
Si  0.0435  0.0131  -0.0029
Si  0.2564  0.0809  0.2035
Si  -0.0351  -0.0736  0.0453
Si  0.0348  -0.0402  0.0452
Si  -0.0023  -0.0657  0.0359
Si  -0.0292  -0.0275  0.044
Si  0.0504  -0.0241  0.0315
Si  -0.0308  0.0418  0.089
Si  0.0054  -0.0417  0.1541
Si  -0.0373  -0.0938  -0.2282
Si  0.0251  0.0434  -0.0276
Si  -0.0183  0.0496  -0.0041
Si  0.0282  0.018  0.0155
Si  0.0868  0.091  -0.1774
Si  0.0945  0.0092  -0.0412
Si  -0.2329  -0.1877  0.0037
Si  -0.0231  0.0128  -0.1473
O  -0.0011  -0.0039  0.0351
O  0.0104  -0.0052  0.0055
O  -0.0399  0.0372  0.0399
O  -0.0343  -0.0181  0.0154
O  0.0095  -0.0115  0.0106
O  0.0039  0.0034  -0.0082
O  -0.0647  0.0484  0.0015
O  0.0919  -0.0058  -0.0303
O  -0.0087  -0.007  -0.0046
O  0.1723  0.0977  -0.0729
O  0.0013  -0.04  0.0174
O  -0.2172  -0.057  -0.0822
O  -0.0353  0.0012  0.0668
O  -0.012  -0.0042  0.0079
O  -0.0078  -0.0092  -0.0039
O  0.2076  0.1671  0.4621
O  0.0048  0.0013  -0.0012
O  -0.0027  0.0058  0.0125
O  -0.0021  -0.0052  -0.0218
O  0.0051  -0.004  -0.0157
O  0.009  -0.0107  -0.0444
O  0.0004  0.0145  0.0355
O  -0.0406  -0.0034  0.0193
O  -0.0273  0.0115  0.0224
Si  -0.0043  0.0061  0.0093
Si  0.0003  0.003  0.0004
Si  -0.0014  -0.0035  0.0079
Si  0.0067  -0.0033  -0.021
Si  -0.0584  0.2222  -0.0358
Si  0.0293  0.0418  -0.0334
Si  0.0134  -0.0025  -0.0058
Si  0.0012  0.0032  -0.0034
Si  0.0382  0.0032  -0.0346
Si  0.0079  -0.0037  -0.0192
Si  0.001  0.0133  0.0191
Si  0.0049  0.0021  -0.0038
Si  0.0714  -0.007  -0.0046
Si  0.035  0.0046  0.0016
Si  0.0018  0.0026  -0.0053
Si  0.0023  0.0053  -0.0351
Si  -0.0055  0.0041  -0.0044
Si  0.2263  -0.4365  0.6057
Si  -0.0029  -0.0018  -0.0086
Si  0.0025  0.0006  -0.0066
Si  0.005  -0.0017  -0.0087
Si  -0.0024  -0.0051  -0.0124
Si  -0.0007  -0.0005  -0.0073
Si  -0.0164  -0.0069  -0.0157
Si  -0.0012  0.0034  -0.0066
Si  0.0036  -0.0022  -0.0074
Si  -0.0036  -0.0014  -0.0009
Si  -0.0155  0.015  -0.0245
Si  -0.0127  -0.0072  0.0449
Si  -0.6972  -0.4314  0.4241
Si  0.0047  -0.0005  -0.0011
Si  0.0008  -0.0358  -0.0203
Si  -0.0069  0.0114  0.009
Si  0.0001  0.0058  -0.0149
Si  0.0889  -0.0212  -0.0147
Si  0.0048  0.0078  -0.0253
Si  0.0461  -0.0134  -0.0107
O  -0.0083  0.0034  0.0009
O  -0.0063  -0.0168  -0.0576
O  -0.0006  0.0013  0.0028
O  0.0021  -0.0006  0.0037
O  -0.0423  0.0217  0.0237
O  -0.0033  0.0019  0.0007
O  0.7208  0.1489  -0.2572
O  0.0219  -0.0111  0.0092
O  -0.0379  -0.0115  0.0124
O  0.0023  0.0026  0.0058
O  -0.005  0.0048  0.0083
O  -0.008  -0.003  0.0051
O  -0.007  -0.0041  0.0065
O  0.0014  -0.0025  0.0029
O  0.0005  0.0014  0.0018
O  0.0014  0.0094  0.0147
O  0.002  -0.0074  0.0137
O  -0.0012  -0.0014  0.0065
O  0.0014  0.0035  -0.0023
O  -0.0122  -0.0305  0.0316
O  0.0009  -0.0009  0.0023
O  -0.0001  0.0001  0.0011
O  0.0069  -0.0059  -0.0105
O  -0.0193  0.0051  -0.0075
O  -0.0063  -0.0095  0.0108
O  -0.0012  -0.0017  -0.0001
O  0.0015  0.0001  0.0067
O  -0.0109  0.0372  0.0163
O  0.0008  0.0001  0.0037
O  0.0054  0.006  0.003
O  -0.0307  -0.026  -0.0121
O  -0.0062  0.0014  0.0102
O  -0.0024  0.0044  0.0052
O  0.0032  -0.0011  0.0018
O  -0.0006  0.0002  -0.0082
O  -0.0051  -0.0034  0.0219
O  -0.0172  -0.0026  0.0064
O  0.0014  -0.002  0.0039
O  -0.0006  -0.0006  0.0035
O  0.0067  -0.0021  0.0061
O  -0.4238  0.5535  -0.7573
O  0.1415  -0.1511  -0.1224
O  -0.0001  0.0021  0.003
O  0.0008  -0.0012  0.0039
O  -0.0059  0.0028  0.0007
O  0.0014  -0.0003  0.0055
O  -0.0155  0.0057  -0.0002
O  -0.0173  -0.0115  -0.0026
O  -0.0028  0.0035  0.0111
O  0.0155  0.0132  -0.0053
O  0.0009  -0.0022  0.0028
O  0.0102  0.0019  0.013
O  -0.0001  0.0013  0.0046
O  -0.0095  0.0072  0.0031
O  0.0013  -0.0041  0.0062
O  0.0035  0.0007  -0.0016
O  -0.0528  0.0107  0.0055
O  -0.0115  -0.0069  -0.0013
O  -0.0088  -0.0031  0.0043
O  -0.0029  -0.0039  0.0032
O  -0.0006  0.0003  0.0024
O  -0.0002  -0.0011  0.0044
O  -0.0043  0.0048  -0.0077
O  0  0.0038  0.0083
O  0.0031  -0.0018  0.0022
O  0.0035  -0.0199  0.0107

The program warned: the cutoff lies below the one the program advises for these potential files; the forces do not sum to zero within the program's tolerance; the exchange-correlation potential is rough where the density is thin.
